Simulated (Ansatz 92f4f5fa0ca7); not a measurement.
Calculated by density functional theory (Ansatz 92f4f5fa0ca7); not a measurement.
Periodic cell of 256 atoms, Si144O112, from a study of silicon, its oxide and their interface. The atomic structure is a simulated model.
This geometry differs little from another in the collection (a relaxation step or a small displacement).

Settings: functional r2SCAN; potential files Ansatz PAW; basis plane waves; wave-function cutoff 800 eV; density cutoff ratio 5; exchange-correlation grid ratio 1; k mesh 1 x 1 x 1, shifted by 0.5 0.5 0 of a step; self-consistency stop 1e-10 eV per atom in the density residual; occupations fixed; spin none; net charge 0.

Cell vectors (angstrom)
a, 10.88, 0, 0
b, 0, 10.88, 0
c, -2.0302, -3.4687, 36.2032

Atoms: element, x, y, z (angstrom)
Si, 1.6423, -1.6059, 0.1744
Si, 4.2886, 1.0359, 0.0241
Si, 0.9846, 4.389, 0.1595
Si, 3.8363, -3.7918, 0.1036
Si, -4.3728, -1.1856, -0.0179
Si, -1.5463, 1.6579, 0.0081
Si, 7.1591, 3.889, 0.1113
Si, -1.2226, -4.2813, 0.1562
Si, 2.7784, -0.0338, 1.4622
Si, 5.464, 2.6939, 1.2575
Si, 2.6841, -5.4088, 1.3549
Si, 5.4117, -2.683, 1.4243
Si, -2.733, 0.0071, 1.2319
Si, -0.0458, 2.7461, 1.4488
Si, 8.1956, 5.4138, 1.5299
Si, 0.0065, -2.7294, 1.4125
Si, 1.3675, 1.3667, 2.7174
Si, 4.0878, 4.0695, 2.6303
Si, 1.3583, -4.085, 2.7948
Si, 4.1086, -1.3581, 2.8539
Si, 6.8118, 1.3506, 2.6833
Si, 9.5396, 4.0713, 2.8848
Si, 6.7739, 6.8113, 2.7431
Si, -1.3806, -1.3188, 2.6642
Si, -0.0164, 0.0118, 4.0601
Si, 2.7383, 2.7392, 4.0464
Si, 0.0313, 5.4441, 4.172
Si, 2.7154, -2.7257, 4.1459
Si, 5.4872, 0.0255, 4.1188
Si, 8.1352, 2.6867, 4.1207
Si, 5.4071, 5.4294, 4.0574
Si, 8.1604, -2.6907, 4.0546
Si, 1.3683, -1.3569, 10.9095
Si, 4.0793, 1.3553, 10.9192
Si, 1.35, 4.0832, 10.8338
Si, 4.0607, -4.0479, 10.7828
Si, 6.793, -1.3534, 10.8234
Si, -1.3472, 1.3698, 10.7932
Si, 6.8099, 4.083, 10.8801
Si, -1.3595, 6.7979, 10.919
Si, 2.7167, -0.0041, 12.2984
Si, 5.4573, 2.7324, 12.2525
Si, 2.7076, 5.4902, 12.1284
Si, 5.387, -2.6914, 12.1408
Si, -2.6877, 0.0052, 12.1295
Si, 0.0033, 2.6944, 12.1671
Si, 8.1519, 5.4274, 12.2674
Si, 0.0084, -2.7134, 12.281
Si, 1.3208, 1.3607, 13.6177
Si, 4.0502, 4.1546, 13.4986
Si, 1.401, -4.0805, 13.5991
Si, 4.0898, -1.3805, 13.6285
Si, -4.0122, 1.3341, 13.5278
Si, -1.329, 4.0283, 13.562
Si, 6.7158, -4.0462, 13.5006
Si, -1.3647, -1.3102, 13.5781
Si, -0.2321, 0.21, 14.9982
Si, 2.4904, 3.0134, 14.7948
Si, 0.2683, -5.7127, 14.836
Si, 2.9539, -2.9561, 14.9818
Si, 5.7387, -0.2275, 14.8441
Si, -2.4338, 2.4244, 14.877
Si, 5.156, 5.7152, 14.8562
Si, -3.0132, -2.4659, 14.7579
Si, 2.6517, -5.0222, -6.4039
Si, 4.1016, 4.1781, 21.6109
Si, 0.0444, -4.9051, 23.6239
Si, 0.958, -1.7562, -9.8416
Si, -2.4884, -4.338, 21.9851
Si, 3.7483, 1.4863, -7.4176
Si, 7.5751, 2.6219, -5.8085
Si, 5.3313, -1.7358, -5.1734
Si, 3.8111, 2.6504, -2.4636
Si, -0.8521, 4.0173, -4.7376
Si, 1.7061, -1.0398, 17.1554
Si, -1.7227, 1.0197, -7.9745
Si, 6.504, 5.1085, -6.994
Si, 5.5674, -4.1493, 22.0324
Si, 3.5174, 5.1713, -11.1337
Si, 7.1751, -2.0074, 21.0376
Si, 2.9753, -3.5079, -9.014
Si, -0.476, -0.2523, 24.1337
Si, 4.506, -2.5089, 24.3731
Si, 5.9509, 2.6062, 23.6509
Si, 1.6263, -2.2878, 22.9637
Si, 7.2096, -0.7823, -9.4505
Si, 7.2861, 1.1278, 21.1957
Si, 7.5354, 3.6397, -10.8649
Si, 1.3114, 3.283, 22.5592
Si, 1.0057, 0.0362, -7.1795
Si, 4.6865, -1.2862, -8.085
Si, -1.7782, -4.3544, -7.5686
Si, 5.3103, 5.2184, -1.8765
Si, 7.0316, 4.2969, 16.9895
Si, -1.5706, -3.1561, 19.6224
Si, 5.0838, -4.6018, -4.7312
Si, 0.4181, 4.3803, -7.4327
Si, -0.2258, -0.2672, -1.9624
Si, -1.6572, -4.378, 16.9059
Si, 0.5988, -4.3642, -4.2765
Si, 5.286, 1.1585, -4.6913
Si, -2.5054, -2.5068, -2.0664
Si, 0.1319, -1.3002, -4.6296
Si, -1.8367, -2.8481, -10.3889
Si, -2.5471, -2.3916, -5.1425
Si, 0.8152, -1.2894, 20.2019
Si, 5.4733, 2.7087, 19.1941
Si, 1.3265, 3.9976, -2.8362
Si, -0.5854, 2.8922, -9.9904
Si, 5.1718, 3.7628, -9.1049
Si, 3.9335, 1.2259, 16.9317
Si, -0.6077, 1.1549, 21.3808
Si, 1.3362, -1.3445, 5.4408
Si, 4.0902, 1.3872, 5.4222
Si, 1.4004, 4.07, 5.473
Si, 4.0793, 6.7797, 5.4687
Si, 6.8265, -1.3536, 5.4621
Si, -1.3583, 1.3482, 5.4642
Si, 6.7732, 4.0815, 5.4273
Si, 9.5102, 6.8301, 5.4346
Si, 2.7214, 0.0229, 6.7655
Si, 5.4288, 2.7361, 6.7984
Si, 2.7311, 5.4333, 6.8425
Si, 5.4506, -2.7199, 6.8026
Si, -2.7049, -0.0081, 6.8347
Si, 0.0134, 2.716, 6.8095
Si, 8.1477, 5.4512, 6.7649
Si, -0.016, -2.7066, 6.7983
Si, 1.3819, 1.3562, 8.1575
Si, 4.0933, 4.0728, 8.1836
Si, 1.3369, 6.8107, 8.1501
Si, 4.0709, -1.3375, 8.1272
Si, 6.7885, 1.3741, 8.1458
Si, -1.369, 4.1008, 8.1264
Si, 6.8133, -4.0853, 8.1507
Si, -1.3487, -1.3703, 8.1838
Si, 0.0317, -0.0115, 9.5095
Si, 2.734, 2.7098, 9.5307
Si, -0.0249, 5.4515, 9.5092
Si, 2.6934, -2.6842, 9.4758
Si, 5.4232, 0.0203, 9.503
Si, 8.1539, 2.7418, 9.4825
Si, 5.4575, 5.4431, 9.511
Si, 8.1682, -2.7399, 9.525
O, 8.1046, -2.7324, 22.1896
O, 6.8135, -1.3579, 15.3645
O, -0.7654, 1.1241, -1.3321
O, 6.8437, 1.3908, -5.0671
O, 6.691, 4.8208, -1.1476
O, 5.8498, 4.9872, 16.1383
O, 7.8205, -1.8173, -10.5106
O, 4.3319, -5.0935, 21.6161
O, 4.067, -4.0779, 15.4486
O, 1.3808, 4.0822, 15.3679
O, 4.4757, -1.6778, -6.5363
O, -2.6423, 2.7889, -0.4659
O, 5.4023, -0.0645, -0.4826
O, -1.7899, 3.8517, -10.4571
O, 3.4872, 1.5619, -1.3033
O, 4.6041, -4.3741, -1.2116
O, -2.5729, 2.105, -7.1405
O, -2.3549, -3.2491, 16.0134
O, -1.3459, 1.3317, 15.4636
O, 6.199, -4.6201, -5.9019
O, 7.7171, 3.0916, 16.1709
O, 3.2962, 2.4278, 16.0787
O, 1.4097, -5.2734, -3.1705
O, 4.3404, 1.581, -5.9211
O, -2.7171, -2.962, -3.607
O, -1.065, -3.5978, 18.182
O, -1.4194, -1.2314, -5.0952
O, 5.3315, -3.5694, 23.5099
O, 6.9022, 3.4955, 24.6199
O, 6.5037, 0.4042, -10.298
O, 2.1581, 1.1808, -7.2472
O, 2.2849, -2.3223, 16.3448
O, 5.177, 0.5357, 16.1731
O, 3.7037, -2.082, -9.0569
O, 6.9984, -0.4571, 21.3659
O, 7.9501, -2.246, 19.6223
O, 6.4342, 3.6709, -6.2604
O, 7.0042, -1.9679, -1.3727
O, -2.6014, -0.2756, -8.3374
O, 4.526, 4.0738, -10.5412
O, -1.4586, -4.9218, 23.0437
O, -0.4408, 0.7244, -7.0503
O, -0.426, -2.297, 20.3501
O, -0.506, -1.9461, -10.462
O, 2.0041, 4.5775, -7.1443
O, 3.7952, -5.3849, -5.3222
O, 6.9339, -5.0516, 22.0727
O, 0.1764, 2.5433, 21.6738
O, -2.3326, 3.399, -4.7651
O, -0.1142, -5.3783, -0.3178
O, 1.7987, -1.7078, 21.4477
O, -1.4593, -1.2962, -1.9334
O, 1.1256, -0.9466, -5.8679
O, -0.414, -5.0721, 16.1695
O, 1.4158, -1.4304, 18.7088
O, 3.0404, -2.3432, 23.7315
O, 4.4448, 1.8547, 18.3121
O, -1.9075, -3.5252, -8.9254
O, 0.3424, -2.7922, -3.9366
O, 2.7269, -2.695, -0.4089
O, 2.5639, 3.104, -3.392
O, 1.422, -3.2343, -9.3451
O, 5.6041, -5.3782, -3.4263
O, 0.3243, -0.1671, -3.4783
O, 0.3192, 0.2435, 20.4188
O, 4.6434, 3.6081, 20.2267
O, 5.0589, -0.3987, -4.3085
O, -0.1658, 3.6055, -6.1406
O, 5.7809, -2.8651, 21.0397
O, 6.171, -1.621, -8.5554
O, 5.3949, 5.0821, -8.1681
O, -2.0655, 1.4498, 20.7561
O, 4.8686, 3.5217, 22.88
O, 6.6779, 3.3028, -9.5109
O, 1.4277, 3.7303, -1.2525
O, 4.4059, 0.2793, -8.2465
O, -1.9401, -3.755, -1.2094
O, 8.1424, 5.4015, 17.3746
O, 1.0181, -0.7915, -8.555
O, 6.362, 1.6573, 20.0121
O, 2.062, 4.4782, -11.1825
O, 0.9656, -3.7712, 22.9401
O, 1.9144, 2.1845, 23.5966
O, 2.5218, 3.8546, 21.675
O, 4.3247, 3.964, -1.6776
O, 5.2811, -1.0873, 24.3514
O, 1.4881, -4.2588, -5.6047
O, -0.7643, -5.2339, -4.5481
O, -0.9698, 0.3282, 22.7257
O, -1.8614, -4.4946, 20.4996
O, 2.8126, 0.119, 17.2099
O, -1.2488, 1.542, -9.4245
O, -2.0131, -3.4259, -6.2632
O, 4.9668, 2.0701, -3.4084
O, 3.2299, -4.0589, -7.5318
O, 0.3616, 2.5304, -11.2347
O, 0.9983, -0.8219, -1.0836
O, 7.988, 5.3519, -7.5574
O, 0.3949, -0.4776, 16.3631
O, 1.9246, -1.161, -10.9916
O, 0.6863, -1.324, 23.861
O, 6.409, 3.6891, 18.3362
O, 6.9114, 1.8423, 22.6008
O, 6.9019, -1.7884, -5.5466
O, 4.1882, 2.7784, -8.2816
O, 3.5671, -4.4648, -10.1342
O, 5.1205, 1.545, 24.5721
O, -0.0282, 3.4062, -3.4861
O, 0.2656, 3.554, -8.7906
O, 4.8341, -3.0459, -4.3583
O, -0.3361, -5.0743, -7.5544
O, 0.6689, 4.5072, 23.3919

Results
free energy: -155994.851 eV
free energy less fixed offsets of O -570.45, Si -639.56 eV per atom: -7.811 eV

Forces (eV/angstrom), in the order of the atoms: element, x, y, z
Si, 0.0123, -0.0133, 0.0646
Si, 0.0172, -0.0125, 0.0784
Si, -0.008, 0.0125, 0.0842
Si, -0.0129, 0.0124, 0.0696
Si, -0.0083, 0.015, 0.0719
Si, -0.0151, 0.0084, 0.071
Si, 0.0078, -0.0158, 0.0653
Si, 0.0109, -0.0063, 0.0701
Si, -0.0015, 0.0005, -0.004
Si, 0, 0.0013, -0.0037
Si, 0.0018, -0.0005, -0.0052
Si, 0.0001, -0.0012, -0.0026
Si, 0.0018, -0.0012, -0.0041
Si, 0.0004, -0.001, -0.0044
Si, -0.0013, -0.0002, -0.0011
Si, -0.0007, 0.0013, -0.0045
Si, 0.001, 0.0002, 0.001
Si, 0, -0.0001, 0.0013
Si, -0.0004, 0.0001, -0.0008
Si, 0.0008, 0.0013, 0.0021
Si, 0.0002, -0.0002, -0.0008
Si, 0.0003, 0.0011, -0.0004
Si, 0.0006, 0.0003, 0.0021
Si, -0.0002, -0.0006, 0.0019
Si, -0.0001, 0.0003, -0.0005
Si, -0.0007, -0.0003, -0.0009
Si, 0.0006, -0.0005, 0.0004
Si, 0.0005, 0.0003, 0.0002
Si, 0, -0.0008, -0.0008
Si, 0.0005, 0.0011, -0.001
Si, 0.0003, 0.0007, -0.0006
Si, -0.0007, 0.0001, -0.0008
Si, 0.0002, 0.0007, -0.0016
Si, -0.0004, -0.0003, -0.0019
Si, -0.0005, -0.0002, -0.0023
Si, -0.0003, 0.0001, 0.0003
Si, 0.0003, 0.0005, -0.0017
Si, -0.0002, 0.0006, -0.0002
Si, 0.0002, 0.0001, 0.0001
Si, -0.0001, -0.0003, -0.0016
Si, 0.0004, 0.001, 0.0029
Si, -0.0001, 0.0005, -0.0009
Si, -0.0003, 0.0006, -0.0009
Si, -0.0007, 0.0016, -0.0004
Si, -0.0002, 0.0004, -0.0016
Si, 0.0003, 0.0002, -0.0008
Si, 0.0009, 0.0001, 0.0013
Si, 0, 0.0008, 0.0014
Si, -0.0029, 0.0015, -0.0045
Si, -0.0003, 0.0027, -0.0033
Si, 0.0015, -0.0005, -0.0039
Si, 0.0016, -0.0019, -0.006
Si, 0.001, 0.0001, -0.0027
Si, 0.0017, -0.0011, -0.0086
Si, -0.0025, 0.0007, -0.0039
Si, -0.0004, 0.0025, -0.0057
Si, 0.0146, -0.0146, 0.0795
Si, 0.0172, -0.0121, 0.065
Si, -0.0152, 0.0131, 0.0727
Si, -0.0148, 0.015, 0.075
Si, -0.0096, 0.0157, 0.0718
Si, -0.0146, 0.0126, 0.0707
Si, 0.0156, -0.0145, 0.0725
Si, 0.016, -0.0198, 0.075
Si, -0.0154, -0.0057, 0.1873
Si, -0.0273, 0.0121, 0.209
Si, 0.0128, 0.0023, 0.1972
Si, -0.0102, -0.0052, 0.2085
Si, 0.0008, -0.0355, 0.1897
Si, 0.0018, -0.0149, 0.179
Si, -0.0067, -0.0021, 0.1677
Si, 0.0244, -0.0046, 0.1557
Si, -0.0277, -0.003, 0.1726
Si, 0.0264, 0.0144, 0.1787
Si, -0.0003, 0.0057, 0.2158
Si, 0.0009, 0.0276, 0.1814
Si, 0.0072, 0.018, 0.1741
Si, -0.0162, 0.0071, 0.1734
Si, 0.0305, 0.005, 0.2052
Si, -0.0345, -0.0059, 0.1573
Si, 0.0145, 0.0161, 0.1955
Si, -0.0226, -0.0006, 0.2111
Si, 0.0128, 0.0278, 0.2045
Si, 0.0033, -0.0008, 0.2273
Si, 0.0104, -0.0195, 0.2054
Si, 0.0049, -0.028, 0.1885
Si, 0.0314, -0.0022, 0.2014
Si, 0.0057, -0.0176, 0.1826
Si, 0.0035, -0.0101, 0.1809
Si, 0.0087, -0.0117, 0.1913
Si, -0.0164, 0.01, 0.1767
Si, -0.0048, -0.0114, 0.2021
Si, 0.0072, 0.0099, 0.1739
Si, -0.0103, -0.0055, 0.1951
Si, -0.0432, 0.0161, 0.2293
Si, 0.0153, -0.0199, 0.1871
Si, 0.0015, 0.017, 0.1913
Si, 0.0039, 0.0209, 0.1702
Si, 0.0001, 0.031, 0.1995
Si, -0.0008, -0.0133, 0.1558
Si, -0.0051, 0.0196, 0.1859
Si, -0.0124, -0.0002, 0.1818
Si, -0.0181, 0.0101, 0.1892
Si, 0.0042, 0.0166, 0.208
Si, -0.0013, 0.0096, 0.195
Si, -0.0131, 0.0245, 0.2587
Si, 0, 0.0014, 0.2598
Si, 0.0359, -0.0262, 0.1694
Si, -0.0051, -0.0056, 0.2125
Si, -0.0208, 0.0072, 0.2062
Si, -0.0025, 0.0037, 0.1873
Si, -0.0037, 0.0209, 0.1824
Si, 0.0008, 0.0004, -0.0008
Si, 0.0001, 0.0003, -0.0008
Si, 0.0002, 0.0003, -0.0002
Si, -0.0002, 0.0005, -0.0002
Si, -0.0002, 0.0006, -0.0007
Si, -0.0002, 0.0002, -0.0005
Si, 0.0009, 0.0001, -0.0006
Si, 0.0006, 0, -0.0009
Si, 0.0003, 0, -0.0009
Si, 0.0004, 0, -0.0013
Si, -0.0001, 0.0004, -0.0009
Si, -0.0001, 0.0005, -0.001
Si, 0, 0.0008, -0.0007
Si, 0.0001, 0.0008, -0.001
Si, 0.0005, 0.0005, -0.0009
Si, 0.0005, 0.0004, -0.0008
Si, -0.0001, 0.0002, -0.0005
Si, 0.0001, -0.0001, -0.0011
Si, 0.0004, -0.0003, 0
Si, 0.0007, 0.0004, -0.0006
Si, 0.0004, 0, -0.0001
Si, 0.0007, 0.0004, -0.0007
Si, 0.0003, 0.0001, -0.0003
Si, 0.0004, -0.0001, -0.0011
Si, 0.0007, 0.0008, -0.0023
Si, 0.0003, 0.0002, -0.0015
Si, -0.0007, 0.0009, -0.0017
Si, -0.0003, 0.0009, -0.0007
Si, -0.0006, 0.0009, -0.0018
Si, -0.0002, 0.0012, -0.0008
Si, 0.0006, 0.0009, -0.0023
Si, 0.0002, -0.0001, -0.002
O, -0.0021, 0.0141, -0.0814
O, -0.0018, 0.0012, -0.0374
O, 0.0253, -0.0293, -0.0812
O, 0.0243, 0.0169, -0.0667
O, -0.0311, 0.0231, -0.0802
O, -0.0373, 0.0327, -0.0934
O, 0.0097, -0.0157, -0.0771
O, -0.0043, -0.0175, -0.0629
O, -0.0002, 0.0005, -0.0365
O, -0.0003, 0.0012, -0.0343
O, -0.0198, 0.0102, -0.1321
O, 0.0011, 0.0018, -0.0352
O, -0.0018, 0.0013, -0.0401
O, -0.0305, 0.012, -0.0785
O, -0.0096, 0.035, -0.1061
O, 0.0274, -0.034, -0.0873
O, 0.0342, -0.0394, -0.1057
O, -0.029, 0.0305, -0.0951
O, -0.0001, 0.0009, -0.0372
O, 0.0252, -0.0273, -0.0967
O, 0.0332, -0.0371, -0.0953
O, -0.0343, 0.0372, -0.0906
O, -0.0202, 0.0404, -0.0813
O, -0.0407, 0.0043, -0.1316
O, -0.0011, 0.0014, -0.1459
O, 0.0022, -0.051, -0.1691
O, -0.0086, -0.001, -0.0705
O, 0.0303, -0.0452, -0.1298
O, -0.029, -0.0521, -0.1235
O, -0.0166, 0.0405, -0.1263
O, 0.0005, -0.0015, -0.0561
O, 0.0293, -0.0408, -0.0984
O, 0.0352, -0.0331, -0.0922
O, -0.0232, -0.0192, -0.071
O, 0.0028, -0.0034, -0.0596
O, 0.0349, -0.0117, -0.1002
O, -0.0099, 0.0216, -0.0683
O, 0.0308, -0.0257, -0.0889
O, -0.0278, -0.0241, -0.085
O, -0.0346, 0.0222, -0.1055
O, -0.0549, 0.0171, -0.1004
O, -0.0231, 0.0047, -0.0753
O, -0.006, -0.011, -0.0815
O, -0.0065, -0.0016, -0.0713
O, -0.0125, -0.0141, -0.0689
O, -0.0322, -0.0012, -0.0834
O, 0.0113, 0.0068, -0.0618
O, -0.0303, -0.0277, -0.0765
O, -0.0258, -0.0192, -0.0737
O, 0.0045, -0.0055, -0.0435
O, -0.0209, 0.0312, -0.1519
O, 0.0029, -0.0068, -0.06
O, 0.0245, 0.0371, -0.1247
O, 0.0396, -0.0323, -0.0926
O, 0.04, 0.0066, -0.1894
O, -0.047, -0.0019, -0.0831
O, -0.0453, -0.0434, -0.1326
O, -0.0012, 0.0471, -0.1501
O, 0.0032, -0.0022, -0.0621
O, 0.0004, -0.0013, -0.0367
O, -0.0102, 0.0034, -0.0661
O, -0.0161, 0.0142, -0.0722
O, -0.0071, 0.0318, -0.1405
O, 0.0118, -0.0309, -0.1268
O, 0.031, -0.0469, -0.0945
O, 0.0495, -0.053, -0.155
O, -0.0004, -0.0158, -0.0647
O, 0.0253, 0.0003, -0.1256
O, 0.0183, 0.0283, -0.0716
O, 0.0399, 0.0099, -0.0829
O, -0.0267, -0.0317, -0.1048
O, -0.0182, 0.0019, -0.0661
O, -0.0379, 0.0337, -0.1131
O, 0.0403, -0.0025, -0.1036
O, 0.0065, -0.0048, -0.1279
O, 0.013, -0.015, -0.0623
O, -0.0218, 0.0309, -0.0893
O, -0.001, -0.0053, -0.0703
O, -0.004, -0.0532, -0.134
O, -0.0518, 0.0396, -0.1326
O, -0.0176, -0.0221, -0.0816
O, 0.0083, 0.0225, -0.0668
O, -0.0033, 0.0405, -0.1267
O, 0.0383, 0.0111, -0.0745
O, -0.0074, -0.0119, -0.0642
O, -0.0087, -0.0355, -0.078
O, 0.0408, -0.0118, -0.1007
O, -0.0133, -0.0112, -0.0626
O, -0.008, 0.0365, -0.1441
O, 0.0287, 0.0226, -0.1273
O, 0.0069, 0.005, -0.0672
O, 0.017, 0.0299, -0.1002
O, 0.0161, -0.0515, -0.1188
O, 0.041, -0.0415, -0.1184
O, 0.0035, 0.0382, -0.1295
O, 0.056, 0.005, -0.1163
O, -0.0357, 0.0244, -0.0831
O, 0.0115, 0.0012, -0.066
O, -0.0384, 0.0283, -0.1023
O, 0.0313, 0.0131, -0.1476
O, 0.0254, -0.0249, -0.0828
O, 0.0418, 0.0435, -0.1358
O, 0.0353, -0.0388, -0.14
O, -0.015, 0.0059, -0.0602
O, 0.0257, 0.0389, -0.0895
O, 0.0101, -0.0512, -0.1167
O, 0.0096, 0.0468, -0.0972
O, -0.0465, 0.0072, -0.0945
O, -0.0251, -0.0424, -0.1341
O, 0.0004, 0.0192, -0.0591
O, -0.0053, 0.0045, -0.0631
O, 0.0129, -0.0225, -0.0756

The program warned: the cutoff lies below the one the program advises for these potential files; the forces do not sum to zero within the program's tolerance; empty levels may hold ghost states of the PAW files; the exchange-correlation potential is rough where the density is thin.
